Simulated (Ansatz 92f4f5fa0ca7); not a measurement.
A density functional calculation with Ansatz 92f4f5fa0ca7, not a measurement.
Periodic cell of 189 atoms, Si117O72, from a study of silicon, its oxide and their interface. The atomic structure is a simulated model.

Settings
functional: r2SCAN
potential files: Ansatz norm-conserving
basis: plane waves
wave-function cutoff: 1300 eV
density cutoff ratio: 4
exchange-correlation grid ratio: 1
k mesh: 2 x 2 x 1, shifted by 0.5 0.5 0.5 of a step
self-consistency stop: 5e-08 eV per atom in the density residual
occupations: Fermi-Dirac, 0.05 eV
spin: none
net charge: 0

Cell vectors (angstrom)
a  11.5403  0  0
b  0  11.5403  0
c  -1.0449  2.7479  26.9987

Atoms: element, x, y, z (angstrom)
Si  -0.9656  0.1982  1.1771
Si  -1.0376  3.2544  0.8594
Si  -0.8818  8.6773  0.783
Si  2.8463  0.2444  1.2995
Si  2.8236  3.2498  0.8053
Si  2.9162  8.7919  0.6188
Si  6.7043  0.241  0.9808
Si  6.6827  3.4392  0.6977
Si  6.7136  8.5938  0.7008
Si  0.9091  0.2211  2.5342
Si  0.9149  3.8745  2.0849
Si  1.0323  8.1254  2.0526
Si  4.8598  0.2395  2.413
Si  4.7719  3.8924  2.0273
Si  4.7897  8.129  2.0089
Si  8.5863  0.2025  2.369
Si  8.5804  3.8542  2.0839
Si  8.666  8.0864  2.0089
Si  0.928  2.1898  3.7013
Si  0.9608  5.9895  3.2861
Si  0.9738  9.8004  3.7138
Si  4.8049  2.1896  3.6282
Si  4.7718  5.9939  3.2526
Si  4.8092  9.8293  3.6373
Si  8.5944  2.1347  3.6435
Si  8.6399  5.9736  3.2783
Si  8.6256  9.8077  3.6299
Si  -1.0199  2.1476  4.9771
Si  -0.9805  5.9663  4.7163
Si  -0.9941  9.834  5.0017
Si  2.8901  2.1546  4.9679
Si  2.8855  5.96  4.7227
Si  2.9144  9.8595  5.0238
Si  6.693  2.1532  4.9837
Si  6.6963  5.965  4.6883
Si  6.7124  9.8347  4.9965
Si  -0.9975  0.2548  6.3345
Si  -0.9958  4.0934  6.2437
Si  -0.9932  7.8286  6.2064
Si  2.8986  0.2739  6.3432
Si  2.8964  4.0887  6.2479
Si  2.9148  7.8378  6.1953
Si  6.6956  0.2555  6.3319
Si  6.7001  4.1049  6.2326
Si  6.6895  7.8218  6.1748
Si  0.9546  0.2962  7.6574
Si  0.9577  4.0267  7.5967
Si  0.9776  7.841  7.5159
Si  4.805  0.3008  7.7246
Si  4.8096  4.0338  7.6496
Si  4.8146  7.8487  7.5925
Si  8.6071  0.2907  7.6829
Si  8.6089  4.0299  7.6125
Si  8.5897  7.8462  7.5333
Si  0.9681  2.1787  9.1269
Si  0.9987  5.947  8.8883
Si  0.9674  9.808  8.7936
Si  4.8181  2.1871  9.2191
Si  4.8203  5.9395  8.9753
Si  4.8207  9.8321  8.9059
Si  8.5905  2.1747  9.1517
Si  8.5959  5.9528  8.8961
Si  8.5588  9.8106  8.8311
Si  -0.9861  2.1399  10.4828
Si  -0.9734  5.9568  10.1175
Si  -1.0036  9.7591  10.0278
Si  2.8689  2.2002  10.6327
Si  2.8875  5.8889  10.2963
Si  2.8592  9.8811  10.1723
Si  6.7326  2.1797  10.725
Si  6.742  5.8921  10.3289
Si  6.7178  9.9273  10.2943
Si  -1.0334  -0.0605  11.5271
Si  -0.9542  4.2706  11.6734
Si  -0.98  7.8812  11.3453
Si  2.8655  0.0671  11.7842
Si  2.9274  4.2435  12.0354
Si  2.8378  7.919  11.3556
Si  6.6956  0.096  12.0466
Si  6.7735  4.2499  12.0835
Si  6.7461  7.9185  11.4099
Si  0.8403  -0.5763  12.8231
Si  0.8569  4.8479  13.0816
Si  0.9199  7.9116  12.642
Si  4.6407  11.0512  13.2959
Si  4.852  5.0065  13.3848
Si  4.7737  8.0166  12.5649
Si  8.7851  -0.6393  13.0745
Si  8.8629  4.8294  13.2047
Si  8.6817  7.8604  12.6842
Si  -0.7964  15.0756  15.3105
Si  12.3664  10.6121  17.2217
Si  5.1941  5.3199  16.4825
Si  6.4633  9.6646  19.4959
Si  1.4867  1.4342  22.1872
Si  7.6475  7.6103  20.7274
Si  3.4938  1.7999  20.1404
Si  3.8618  11.0697  16.2944
Si  5.5707  8.7838  25.669
Si  6.7607  3.7721  18.4247
Si  -0.8843  9.7095  25.3258
Si  1.9248  8.521  18.8196
Si  9.1866  4.9821  19.9329
Si  4.6069  8.2873  17.3074
Si  3.0794  8.7145  23.6283
Si  10.7693  0.4643  15.0989
Si  7.3178  7.7989  23.5754
Si  4.0658  4.5324  19.078
Si  9.6126  7.1144  24.95
Si  13.2668  5.8415  19.7809
Si  13.0154  11.2477  19.8355
Si  13.0268  11.161  24.4664
Si  0.8718  7.3534  25.1945
Si  11.405  4.5044  18.2302
Si  -0.0553  3.7274  20.8598
Si  5.7709  0.8717  18.5578
Si  5.2121  8.1139  21.6665
O  -0.7204  7.7551  -0.5822
O  -0.9725  1.6466  0.3065
O  6.9486  8.8526  24.7723
O  -1.161  4.2195  -0.467
O  7.8718  8.8436  19.6891
O  1.8566  7.6937  23.9532
O  2.4516  10.2102  23.5637
O  8.0251  8.2821  22.1855
O  2.8146  1.6271  0.3823
O  4.7472  0.3642  17.3926
O  6.6159  7.4239  -0.47
O  3.3477  5.7112  19.9452
O  6.7003  1.7907  0.1889
O  6.7043  -1.3029  0.1857
O  6.6812  4.648  -0.4454
O  5.6049  9.5731  20.9349
O  10.9561  4.2263  16.7404
O  8.7087  9.2869  13.561
O  11.4965  3.2243  19.2781
O  0.8938  9.3829  13.4829
O  0.8868  6.4861  13.5621
O  12.8451  5.2511  18.305
O  0.4835  0.4614  14.0562
O  4.7593  6.662  13.5043
O  4.9608  4.6724  15.0093
O  4.2331  9.4837  16.2849
O  4.2434  11.6344  14.8054
O  4.0093  4.7975  17.474
O  8.7734  6.469  13.6276
O  -2.1761  15.5705  14.5779
O  11.4489  10.7248  24.3472
O  -1.8614  8.7008  24.5081
O  12.8109  7.3928  19.7811
O  0.2511  8.6874  25.9414
O  6.0489  7.1328  20.6294
O  0.4981  15.4515  14.3936
O  4.2026  8.7361  24.7971
O  5.7128  8.8882  18.3048
O  2.993  1.8518  21.6896
O  9.3181  0.1278  14.439
O  5.0242  1.3351  19.939
O  12.5027  11.6788  21.3122
O  2.2596  11.1901  16.647
O  8.5078  6.2973  20.5247
O  8.2911  6.5864  24.1392
O  8.1738  3.9825  19.1647
O  0.9929  9.0127  17.5649
O  6.743  -0.3511  19.0199
O  5.616  4.2781  19.4852
O  1.939  11.0565  26.0238
O  12.4939  5.0199  20.9542
O  3.2935  7.9247  18.1986
O  4.7405  9.4006  13.475
O  3.6613  8.2906  22.1471
O  0.4148  2.6256  21.9279
O  13.0915  12.6325  23.7733
O  11.1314  -0.6438  16.2289
O  6.6003  4.7086  17.0877
O  -0.8764  13.506  15.6551
O  11.9099  11.2929  18.6481
O  1.7932  6.6287  26.2856
O  -0.4336  6.495  24.6398
O  5.8098  7.442  23.0684
O  -0.923  10.3014  0.2848
O  9.9434  4.187  21.1471
O  3.2114  3.2067  19.4149
O  10.2829  5.5115  18.8591
O  2.8395  10.4388  0.3378
O  6.5899  2.1873  18.0435
O  5.1659  6.9597  16.5415
O  2.5969  12.2829  19.3425
O  13.7001  9.7738  19.8307

Results
free energy: -47206.331 eV
free energy less fixed offsets of O -463.61, Si -117.95 eV per atom: -26.261 eV
pressure: -1.57 GPa
stress xx, yy, zz, yz, xz, xy (GPa, positive in tension): 0.37, 3.12, 1.22, -0.03, 0.03, -0.2

Forces (eV/angstrom), in the order of the atoms: element, x, y, z
Si  -0.0635  -0.0465  -0.8723
Si  0.0311  -0.187  -0.7099
Si  -0.0512  0.2167  -0.6787
Si  0.0388  0.1322  -0.9169
Si  0.0459  -0.4113  -0.8456
Si  -0.0559  0.3773  -0.768
Si  0.0086  0.0411  -0.5319
Si  0.0476  -0.2777  -0.1918
Si  0.0128  0.2305  -0.1776
Si  0.0575  -0.0145  -0.2353
Si  0.0226  -0.0199  -0.2267
Si  0.058  -0.0055  -0.1584
Si  -0.0981  -0.0241  -0.2639
Si  -0.1142  -0.0294  -0.1719
Si  -0.0627  0.0271  -0.1417
Si  0.07  0.0617  -0.2676
Si  -0.0025  -0.0153  -0.1075
Si  0.0237  0.1074  -0.1272
Si  -0.0102  0.0856  0.283
Si  -0.0226  0.0071  -0.0954
Si  0.0195  -0.0849  0.2599
Si  0.0365  0.0608  0.223
Si  0.016  -0.034  -0.2236
Si  -0.0221  -0.0247  0.2011
Si  -0.0429  0.045  0.2371
Si  -0.0024  0.0021  -0.1968
Si  -0.0062  -0.1131  0.1988
Si  0.0154  0.119  -0.0749
Si  -0.0165  0.0376  0.004
Si  0.0098  -0.146  -0.0414
Si  -0.0064  0.0702  -0.0763
Si  0.0223  0.0563  0.0005
Si  0.0057  -0.098  -0.0771
Si  0.0162  0.0778  -0.0796
Si  -0.002  0.048  0.0147
Si  0.0015  -0.1469  -0.0544
Si  0.0364  0.1113  0.07
Si  0.0079  -0.1145  0.017
Si  -0.0249  0.0508  -0.0058
Si  -0.0092  0.0497  0.0805
Si  0.0064  -0.078  -0.0061
Si  -0.0434  0.0017  -0.0532
Si  -0.0291  0.0663  0.0046
Si  0.0258  -0.1165  -0.0291
Si  0.0426  0.0286  -0.0705
Si  -0.0192  -0.0478  -0.0094
Si  -0.0386  0.0776  -0.0667
Si  0.0801  -0.0319  -0.1429
Si  0.0066  -0.0278  0.0882
Si  -0.0142  0.0857  0.0613
Si  0.0313  -0.0424  0.0506
Si  0.0428  -0.061  -0.0191
Si  0.0153  0.1347  -0.0028
Si  -0.1118  -0.0813  -0.111
Si  0.0421  -0.0279  0.0309
Si  -0.0237  -0.1056  0.0673
Si  0  0.1504  0.0319
Si  0.0074  -0.0322  0.0309
Si  -0.0098  -0.1291  0.0461
Si  -0.0495  0.0856  -0.0016
Si  0.0011  -0.0065  0.0206
Si  0.0254  -0.0739  0.0694
Si  0.039  0.1383  0.0043
Si  0.0052  0.0657  0.2345
Si  -0.0056  -0.1218  -0.3604
Si  -0.0343  0.0541  -0.3828
Si  0.0352  0.0359  0.109
Si  0.0356  -0.1393  -0.1957
Si  0.0071  0.0506  -0.279
Si  -0.0563  0.0342  0.1131
Si  -0.0177  -0.0867  -0.139
Si  0.0002  0.1086  -0.046
Si  -0.0729  -0.0024  -0.0583
Si  0.0027  -0.056  0.0631
Si  -0.0513  0.0283  0.1537
Si  -0.0827  -0.1011  0.1054
Si  -0.1441  0.1466  0.1436
Si  -0.0829  0.0828  0.1818
Si  0.1158  -0.2316  0.121
Si  0.1069  0.1552  0.1609
Si  0.1348  -0.0083  0.1898
Si  -0.0028  -0.2364  0.8515
Si  0.0248  0.2831  0.4503
Si  0.0846  -0.043  1.1032
Si  -0.1806  -0.3758  0.2519
Si  0.0304  0.3614  0.5296
Si  0.0109  0.027  0.9689
Si  0.127  -0.1819  0.6211
Si  0.1375  0.2607  0.5114
Si  -0.0805  0.0226  0.9469
Si  -0.0245  0.101  0.0655
Si  -0.1877  -0.1755  0.1778
Si  -0.0212  0.0802  0.2662
Si  0.1216  -0.0222  0.0724
Si  -0.12  -0.0892  0.2243
Si  0.3705  0.0513  0.1592
Si  0.0386  0.0457  -0.0405
Si  -0.1156  -0.1202  0.3583
Si  0.1958  -0.0381  -0.1253
Si  0.0579  -0.0431  0.1621
Si  -0.0382  -0.0069  -0.3248
Si  -0.2029  -0.0411  0.1677
Si  -0.0434  0.0774  0.0798
Si  -0.0509  -0.0856  0.2437
Si  -0.1432  -0.0821  -0.377
Si  0.0461  -0.1337  0.1226
Si  0.1473  -0.1367  -0.0697
Si  -0.1015  0.0236  0.1267
Si  -0.035  -0.0935  -0.5023
Si  -0.1224  0.2661  0.1912
Si  -0.1111  -0.1285  0.0483
Si  -0.2232  0.033  -0.4095
Si  -0.0988  -0.0514  -0.3652
Si  0.0444  0.0943  -0.003
Si  0.0174  0.0373  0.1553
Si  0.1283  0.1304  0.2103
Si  -0.1976  0.0776  0.2452
O  0.0902  0.2802  0.3783
O  0.0178  0.3491  0.7836
O  -0.3154  -0.1857  0.1118
O  0.0501  -0.3367  0.1897
O  -0.4708  -0.084  0.138
O  -0.0473  0.1505  0.3005
O  -0.1143  -0.018  0.2993
O  -0.3908  -0.2537  -0.0599
O  0.0176  0.3638  0.8309
O  -0.0334  -0.1472  -0.1192
O  0.0359  0.1876  0.0907
O  -0.1233  -0.2672  -0.3021
O  -0.0083  0.0284  0.5832
O  -0.0057  -0.1215  0.5727
O  -0.0114  -0.1569  -0.0109
O  0.1425  -0.3598  -0.1979
O  -0.0362  -0.1295  -0.2869
O  0.0074  0.3843  -0.7405
O  -0.0018  0.4315  0.0673
O  -0.0034  0.3456  -0.9158
O  0.0022  -0.3623  -0.8096
O  -0.1757  -0.1006  0.3373
O  -0.0418  -0.3566  0.0016
O  0.0343  -0.5258  -0.3177
O  -0.026  0.0618  -0.5103
O  -0.0098  0.1499  0.0645
O  0.1669  -0.2256  -0.4487
O  0.3017  0.0652  0.0507
O  -0.0701  -0.3767  -0.7845
O  -0.0435  0.2144  -0.238
O  0.2568  -0.1061  0.37
O  0.1195  -0.1089  0.3685
O  0.2902  -0.1946  -0.2533
O  0.0189  -0.0148  -0.0532
O  0.0417  0.3818  0.1913
O  0.0022  0.254  -0.079
O  0.0846  0.0334  0.0956
O  -0.193  -0.0095  -0.0979
O  -0.2847  -0.1163  -0.2244
O  0.0433  -0.1922  -0.2938
O  -0.1353  -0.0046  -0.2396
O  0.2935  0.3168  -0.0536
O  0.0949  -0.0698  -0.1159
O  -0.0752  -0.0377  -0.116
O  0.0641  0.4796  0.2015
O  -0.0906  0.1151  -0.0632
O  0.2126  0.3887  0.1237
O  -0.2974  -0.011  -0.0125
O  -0.0947  -0.071  -0.3361
O  -0.0287  0.0593  0.6082
O  -0.0515  -0.1422  -0.3109
O  0.2047  0.1301  -0.1665
O  0.0136  0.4058  -0.3265
O  0.303  0.0326  0.1524
O  0.2113  -0.0843  -0.1417
O  0.0429  -0.2063  -0.221
O  0.0623  0.3399  -0.2913
O  -0.2702  -0.0421  0.042
O  0.0446  -0.0066  -0.0841
O  0.4114  -0.1691  -0.1485
O  -0.1444  -0.0036  0.5026
O  0.013  0.3999  0.3734
O  0.2616  0.1765  -0.2412
O  0.0241  -0.3087  0.7728
O  0.2229  0.0774  -0.3521
O  0.2033  0.0508  0.0538
O  0.1247  -0.4  0.0738
O  0.0253  -0.521  0.622
O  -0.1475  0.0794  0.1186
O  -0.0914  -0.1158  0.0317
O  -0.0032  0.0362  0.2498
O  -0.1083  0.1412  -0.2655
